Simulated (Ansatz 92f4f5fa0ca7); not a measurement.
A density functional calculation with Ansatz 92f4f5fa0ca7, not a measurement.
Periodic cell of 192 atoms, Si128O64, from a study of silicon, its oxide and their interface. The atomic structure is a simulated model.
This geometry differs little from another in the collection (a relaxation step or a small displacement).

Settings
functional: r2SCAN
potential files: Ansatz PAW
basis: plane waves
wave-function cutoff: 800 eV
density cutoff ratio: 5
exchange-correlation grid ratio: 1
k mesh: 1 x 1 x 1, shifted by 0.5 0.5 0 of a step
self-consistency stop: 1e-10 eV per atom in the density residual
occupations: fixed
spin: none
net charge: 0

Cell vectors (angstrom)
a  10.88  0  0
b  0  10.88  0
c  -2.0964  -3.2731  27.998

Atoms and the computed forces on them: element, x, y, z (angstrom), force x, y, z (eV/angstrom)
Si  1.6385  -1.6673  0.0887  0.038  0.0108  0.1747
Si  4.3133  1.1122  0.2085  0.0106  -0.0406  0.147
Si  1.0911  4.3015  0.0228  0.0147  0.048  0.1527
Si  3.9161  -3.8177  0.1198  -0.0358  -0.0204  0.171
Si  -4.3698  -1.1305  0.0415  0.0127  0.0393  0.1344
Si  -1.6368  1.6799  0.0149  -0.0363  -0.012  0.1467
Si  6.9537  3.8199  0.0816  0.0325  0.0263  0.1394
Si  -1.0596  -4.2586  -0.0006  -0.0295  -0.0506  0.1556
Si  2.701  -0.0402  1.4193  0.011  0.0033  -0.0116
Si  5.4648  2.6885  1.4749  0.0134  -0.0005  -0.0003
Si  2.7351  -5.4678  1.3147  0.0053  0.0092  -0.0035
Si  5.4399  -2.674  1.4415  -0.0234  -0.0111  0.0166
Si  -2.7151  0.0043  1.2867  -0.0008  0.0082  -0.0335
Si  -0.0433  2.7519  1.3598  -0.0104  0.0154  -0.0078
Si  8.1546  5.4756  1.2578  -0.0022  -0.0187  0.0013
Si  0.035  -2.7435  1.3999  0.0051  -0.0106  -0.0198
Si  1.3246  1.365  2.6957  0.0024  0.0037  0.0183
Si  4.0704  4.0834  2.7234  0.0231  -0.0145  0.0281
Si  1.3914  -4.1207  2.7451  -0.0164  0.0185  0.0606
Si  4.0689  -1.352  2.815  0.0164  -0.0129  0.0698
Si  6.8384  1.3105  2.7724  -0.0202  0.0166  0.0631
Si  9.4899  4.1273  2.7124  0.0154  -0.0188  0.0606
Si  6.8235  6.7983  2.6889  -0.0203  0.0016  0.0186
Si  -1.3581  -1.3447  2.6715  0.0147  -0.0088  0.0137
Si  -0.0154  0.003  4.0671  0.0055  -0.0085  -0.0161
Si  2.7029  2.7145  4.0646  0.0006  -0.0007  -0.0174
Si  -0.0027  5.4341  4.0906  -0.0011  0.002  -0.0184
Si  2.7182  -2.7455  4.1218  0.0075  0.0051  -0.0037
Si  5.4512  -0.003  4.1352  -0.0127  0.0035  0.0008
Si  8.172  2.7302  4.0883  -0.0045  0.0071  -0.0137
Si  5.4503  5.4468  4.0648  0.0006  0.0112  -0.0074
Si  8.1731  -2.7139  4.0505  -0.0033  0.0053  -0.0195
Si  1.3601  -1.3665  10.8642  -0.0066  -0.0027  -0.0092
Si  4.0909  1.3919  10.8991  -0.0042  0.0012  -0.0276
Si  1.3929  4.0468  10.9176  0.0131  -0.0069  -0.0238
Si  4.0868  -4.0848  10.8618  0.0012  -0.0026  -0.0123
Si  6.7741  -1.3431  10.9149  -0.0072  0.0226  -0.0096
Si  -1.3548  1.3579  10.8535  0.0074  -0.0051  -0.0079
Si  6.7825  4.0675  10.8711  0.0088  0.0079  -0.0056
Si  -1.366  6.8019  10.8652  -0.0105  -0.0009  -0.0186
Si  2.7087  0.0234  12.2059  0.0144  -0.0052  0.0203
Si  5.4364  2.7496  12.2988  0.0118  -0.0002  0.0287
Si  2.8078  5.3996  12.2511  -0.0137  0.0107  0.0156
Si  5.3882  -2.718  12.2567  0.0037  -0.0028  0.0182
Si  -2.7452  0.0701  12.2345  0.0014  -0.0184  0.0059
Si  0.0268  2.6477  12.2482  -0.0237  0.0442  0.0143
Si  8.1351  5.4394  12.1969  -0.0143  -0.0359  0.0057
Si  0.0045  -2.7335  12.2166  0.013  0.0115  0.0145
Si  1.383  1.2901  13.6674  -0.0113  0.003  -0.0499
Si  4.1416  4.0997  13.7525  -0.0069  -0.0001  -0.0284
Si  1.4168  -4.1194  13.5157  -0.0086  -0.0149  -0.0235
Si  4.0212  -1.3089  13.5911  0.0038  -0.01  -0.0473
Si  -4.068  1.4347  13.6727  0.0057  -0.0181  -0.0494
Si  -1.3658  4.0503  13.4924  0.0442  0.01  -0.0645
Si  6.7417  -4.1211  13.5729  0.0283  0.0488  -0.0515
Si  -1.384  -1.3283  13.5089  -0.0294  -0.0201  -0.028
Si  -0.0397  -0.1162  14.9848  -0.0223  0.0366  -0.0332
Si  2.7303  2.7  15.0463  0.0083  -0.0041  0.0332
Si  0.053  -5.5202  14.791  -0.0423  0.0087  -0.0054
Si  2.6409  -2.7032  14.9132  0.0284  -0.0265  -0.0379
Si  5.4439  0.0104  14.9556  0.0078  0.013  0.0024
Si  -2.683  2.8433  15.0098  -0.0015  -0.0307  -0.0452
Si  5.5386  5.465  15.1756  -0.0336  0  0.0101
Si  -2.751  -2.7056  14.794  0.0001  -0.0194  -0.0049
Si  0.8781  -1.873  16.3103  -0.0173  0.0008  -0.1764
Si  4.1554  1.3671  16.3605  0.011  0.0206  -0.0935
Si  1.0377  3.8065  16.2609  0.016  -0.0414  -0.12
Si  4.2879  -3.7045  16.2294  0.0802  -0.0252  -0.1238
Si  6.6284  -1.5876  16.1998  -0.0231  -0.0133  -0.1513
Si  -1.1556  1.5455  16.1964  0.0129  0.03  -0.0967
Si  -3.4765  4.5715  16.4818  -0.06  0.0181  -0.1706
Si  -1.3201  -4.0933  15.968  -0.0242  -0.0086  -0.0708
Si  1.3145  -1.6474  -7.168  0.0413  -0.0035  -0.0377
Si  0.685  -3.1002  -4.7896  -0.0106  -0.0081  0.0459
Si  -0.7752  3.3106  -6.7146  0.0047  -0.0248  -0.0252
Si  5.1047  5.27  -2.0703  -0.0166  0.0191  0.1039
Si  1.4327  -0.8745  -2.8523  -0.0323  -0.0037  0.1053
Si  5.7625  0.4305  -4.5596  0.0156  0.0166  0.0322
Si  2.3678  3.7789  -2.774  0.0157  0.0321  0.0972
Si  8.056  2.3977  -4.7106  -0.0075  -0.0226  -0.0019
Si  6.8369  -4.8233  -6.8023  -0.0396  0.0238  -0.0361
Si  3.4143  -3.2154  19.049  0.0116  -0.0027  -0.0172
Si  -1.1257  0.6716  -2.8723  -0.0374  0.0226  0.0864
Si  2.6604  -0.5351  18.476  0.0022  -0.0193  -0.0842
Si  3.589  1.2366  -2.7097  0.0262  0.0254  0.0844
Si  -2.4394  -0.2401  18.4271  -0.0081  0.0077  -0.0727
Si  5.6117  3.263  18.4305  -0.0072  -0.0005  -0.0853
Si  7.264  5.0785  -3.9695  -0.0183  -0.0273  0.028
Si  3.9831  5.1648  19.9753  0.0286  -0.015  -0.0265
Si  -1.7775  -3.8877  -2.9734  0.0119  0.0243  0.1103
Si  7.3865  -1.4972  -2.939  -0.0164  0.0255  0.0564
Si  1.5634  5.0024  -5.4255  0.0111  0.0107  -0.0009
Si  3.486  0.1472  -6.7913  0.0213  0.0103  -0.0069
Si  1.8388  1.5667  20.6014  0.0257  0.0196  -0.0396
Si  1.1535  4.2443  19.2744  0.0375  -0.0072  -0.066
Si  -1.1072  -2.0527  20.3497  -0.0111  0.0173  -0.0143
Si  1.3431  -1.3643  5.4395  0.0133  0.0052  0.0304
Si  4.0731  1.3734  5.4445  0.0097  -0.0077  0.028
Si  1.3522  4.0653  5.4404  0.0007  0.0078  0.0209
Si  4.0988  6.7915  5.4557  -0.0146  -0.0032  0.0187
Si  6.8123  -1.381  5.4492  -0.003  -0.0014  0.0206
Si  -1.3518  1.3675  5.4438  -0.0085  -0.0007  0.0205
Si  6.7984  4.0824  5.4395  0.0005  -0.0015  0.0214
Si  -1.3546  -4.0675  5.4285  0.0026  0.0023  0.0266
Si  2.7154  -0.0019  6.7937  -0.0044  -0.0139  0.0105
Si  5.4345  2.7293  6.8041  -0.0008  -0.0041  0.0058
Si  2.7206  5.4291  6.7924  -0.0054  -0.0038  0.0137
Si  5.4511  -2.7263  6.8177  0.0012  0.0065  0.0084
Si  -2.7176  -0.0002  6.7939  -0.0143  0.0007  0.0106
Si  0.0084  2.711  6.8149  -0.0082  0.0009  0.0077
Si  -2.7123  -5.4288  6.7944  0.0178  0.0064  0.0007
Si  -0.0112  -2.7213  6.8096  -0.0063  -0.02  -0.0036
Si  1.3678  1.3511  8.1691  -0.0042  0.0038  -0.0071
Si  4.0776  4.0855  8.1602  -0.0062  0.0011  -0.0042
Si  1.3566  6.7862  8.1566  0.0014  0.0175  0.005
Si  4.0799  -1.3556  8.1616  -0.0021  -0.0051  -0.0001
Si  6.7975  1.3563  8.1549  0.0039  -0.0031  0.0025
Si  -1.3517  4.0864  8.1611  -0.0065  -0.0134  0.0034
Si  6.8144  -4.0773  8.1708  -0.021  -0.0049  -0.0046
Si  -1.3717  -1.3599  8.1602  0.0125  0.0049  -0.0033
Si  -0.004  -0.0141  9.5086  -0.0038  0.0036  -0.0151
Si  2.7308  2.7203  9.5184  0.0073  -0.0088  0.0039
Si  0.0179  5.4227  9.5454  -0.002  -0.0041  -0.0064
Si  2.7167  -2.7297  9.5073  0.0021  -0.0047  -0.0119
Si  5.4337  0.0107  9.5317  -0.0167  0.0063  -0.0031
Si  8.1588  2.7235  9.5078  -0.003  0.0063  -0.0128
Si  5.4465  5.4399  9.5092  -0.0018  0.0072  -0.0112
Si  8.1485  -2.6983  9.5383  0.0009  -0.0113  -0.0063
O  7.0103  3.9385  17.9522  0.0282  0.0215  0.0593
O  -0.2367  -3.0448  16.6957  0.0253  0.0317  0.0501
O  1.4016  4.4833  17.6942  -0.0124  0.0256  0.0639
O  1.544  3.6635  -1.3964  -0.0034  -0.0345  -0.0815
O  0.0199  -5.4169  -0.3861  0.0102  -0.0005  -0.0741
O  1.0049  -1.1476  -1.3137  -0.0327  0.0046  -0.1024
O  7.9355  -2.9005  -3.4846  -0.0209  -0.028  -0.0462
O  1.5145  -2.222  -3.7218  0.022  -0.0223  -0.0281
O  5.4782  -2.654  16.666  -0.009  0  0.0518
O  -2.3527  -5.3935  -3.0437  0.0084  -0.0131  -0.0101
O  -1.4063  -3.6258  20.0815  -0.0288  -0.0142  0.012
O  3.7823  4.4724  -2.4682  0.0004  0.0002  -0.0301
O  7.7333  0.3926  19.7295  -0.0094  0.0192  0.0254
O  4.6864  -4.3068  -1.2258  0.0475  0.0001  -0.0912
O  5.6175  2.4603  19.848  0.0258  -0.0295  0.0586
O  6.2203  -0.9933  -3.9405  -0.0009  -0.0327  -0.0045
O  5.189  2.3017  17.2087  0.0308  0.0441  0.0267
O  -0.9223  1.1556  -1.3455  0.0453  -0.0013  -0.0701
O  8.0778  2.7472  -0.4469  0.0115  -0.0159  -0.0636
O  2.6292  2.3213  -3.411  -0.0271  -0.0214  -0.0498
O  -1.8002  0.9496  17.5632  -0.0136  -0.0298  0.0619
O  -2.195  3.1511  -5.9866  -0.0053  0.0327  -0.012
O  -1.2734  -1.2489  18.9485  0.023  -0.0085  -0.0086
O  6.1119  4.3566  -1.1985  -0.0219  0.0206  -0.082
O  4.3677  -4.1382  19.9949  0.0083  0.011  0.0106
O  3.6752  1.7015  -1.164  -0.0146  0.0365  -0.1009
O  7.342  -1.0245  17.5462  0.0339  0.0029  0.0759
O  2.4417  1.3826  -6.9361  -0.0151  -0.0002  0.0283
O  1.5975  -4.2662  -5.4258  0.0142  0.0211  -0.0072
O  5.8872  -5.1696  -3.4101  0.0026  0.0114  -0.0366
O  3.4337  -3.9458  17.6063  -0.0541  -0.0193  0.0648
O  3.3123  0.5157  17.4551  -0.0467  -0.0299  0.0532
O  6.9042  -1.7354  -1.4133  -0.0205  -0.0315  -0.0635
O  -0.5508  -3.7401  -3.9934  0.0106  -0.0082  -0.036
O  1.4582  -1.2992  17.715  0.0111  0.0224  0.0888
O  4.5322  4.4613  18.6125  -0.0032  -0.0092  0.0365
O  -2.2751  -0.4479  -2.9149  0.0063  0.004  -0.0232
O  1.9421  -3.3037  19.6989  -0.0399  -0.025  -0.0085
O  0.2516  -2.2195  -6.0877  -0.0136  0.0038  0.0044
O  0.2085  4.4392  -6.1052  -0.0066  0.0243  0.0204
O  1.5346  4.5869  -3.8707  -0.0312  0.0122  -0.0233
O  -0.0233  2.6273  16.6607  0.0126  -0.0135  0.0368
O  -1.5975  1.9021  -3.7926  0.0171  0.0099  0.012
O  2.0861  0.2101  19.7713  -0.0131  0.0046  0.0444
O  -1.4272  -3.5476  -1.4279  0.0029  0.0368  -0.0942
O  0.2745  0.0964  -3.4356  0.0127  0.0065  -0.0578
O  7.1395  3.4766  -3.9411  0.0007  -0.0063  0.0133
O  1.1734  2.6653  19.62  -0.0208  -0.018  -0.0022
O  -2.3485  -5.1305  16.795  -0.0048  -0.0373  0.0577
O  5.4097  0.0204  -0.3082  -0.0065  0.0138  -0.0581
O  -0.262  4.8753  19.7459  -0.046  0.0093  0.0155
O  2.6198  -1.1391  -6.3345  -0.0132  -0.0199  0.0227
O  6.7126  -3.2031  -6.7536  0.0081  0.0135  0.0185
O  2.9044  -0.211  -2.8874  0.015  -0.0267  -0.0606
O  5.0622  1.2551  -3.3571  0.0179  -0.0063  -0.0013
O  3.7728  -1.6409  18.934  0.0408  0.0059  0.0229
O  2.3873  4.942  20.0432  0.0006  0.0385  0.0394
O  2.9097  4.5153  -6.1867  -0.0008  -0.0221  0.0242
O  -0.0787  1.8516  -6.6186  0.0029  -0.0161  0.0148
O  7.5676  -5.2746  -5.4608  0.0386  0.0284  -0.0201
O  2.7788  -2.7508  -0.3635  -0.0095  0.003  -0.085
O  7.0743  1.1874  -5.1182  0.0089  -0.0043  -0.0047
O  5.3738  5.3613  -6.8658  -0.009  -0.0025  0.0072
O  4.6917  0.3339  -5.7565  -0.0208  -0.0192  -0.0308

Results
free energy: -118376.761 eV
free energy less fixed offsets of O -570.45, Si -639.56 eV per atom: -4.281 eV

The program warned: the cutoff lies below the one the program advises for these potential files; the forces do not sum to zero within the program's tolerance; empty levels may hold ghost states of the PAW files; the exchange-correlation potential is rough where the density is thin.
